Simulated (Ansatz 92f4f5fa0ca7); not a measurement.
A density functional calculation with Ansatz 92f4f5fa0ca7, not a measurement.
Periodic cell of 215 atoms, Si133O82, from a study of silicon, its oxide and their interface. The atomic structure is a simulated model.
This geometry differs little from another in the collection (a relaxation step or a small displacement).

Settings: functional r2SCAN; potential files Ansatz PAW; basis plane waves; wave-function cutoff 800 eV; density cutoff ratio 5; exchange-correlation grid ratio 1; k mesh 1 x 1 x 1, Gamma-centred; self-consistency stop 5e-08 eV per atom in the density residual; occupations fixed; spin none; net charge 0.

Cell vectors (angstrom)
a 10.938 0 0
b 0 10.938 0
c 0 0 31.1776

Atoms: element, x, y, z (angstrom)
Si 0.4919 10.3571 23.8764
Si 4.9711 0.5263 23.5032
Si 3.0499 2.2316 23.6305
Si 7.8899 3.2085 23.5897
Si 10.5027 5.9255 24.077
Si 6.0258 4.9222 23.722
Si 2.4062 8.717 23.8466
Si 8.7078 7.5334 23.7924
Si 1.413 1.2642 25.0419
Si 6.8149 1.421 24.81
Si 4.1492 3.982 24.8941
Si 9.5118 4.0949 25.1117
Si 1.43 6.9153 25.0803
Si 6.8682 6.7227 25.023
Si 4.1391 9.7309 25.0222
Si 9.5917 9.4225 25.0085
Si 2.7631 0.0086 26.476
Si 8.188 -0.0068 26.266
Si 0.0195 2.6961 26.3583
Si 5.4943 2.697 26.3645
Si 2.7939 5.4247 26.3219
Si 8.19 5.452 26.4872
Si 0.0184 8.188 26.475
Si 5.4833 8.2101 26.3167
Si 4.1018 1.3673 27.7593
Si 9.5708 1.3673 27.7593
Si 1.3673 4.1018 27.7593
Si 6.8362 4.1018 27.7593
Si 4.1018 6.8362 27.7593
Si 9.5708 6.8362 27.7593
Si 1.3673 9.5708 27.7593
Si 6.8362 9.5708 27.7593
Si 0 0 29.1266
Si 5.469 0 29.1266
Si 2.7345 2.7345 29.1266
Si 8.2035 2.7345 29.1266
Si 0 5.469 29.1266
Si 5.469 5.469 29.1266
Si 2.7345 8.2035 29.1266
Si 8.2035 8.2035 29.1266
Si 1.3673 1.3673 30.4938
Si 6.8362 1.3673 30.4938
Si 4.1018 4.1018 30.4938
Si 9.5708 4.1018 30.4938
Si 1.3673 6.8362 30.4938
Si 6.8362 6.8362 30.4938
Si 4.1018 9.5708 30.4938
Si 9.5708 9.5708 30.4938
Si 2.7345 0 0.6835
Si 8.2035 0 0.6835
Si 0 2.7345 0.6835
Si 5.469 2.7345 0.6835
Si 2.7345 5.469 0.6835
Si 8.2035 5.469 0.6835
Si 0 8.2035 0.6835
Si 5.469 8.2035 0.6835
Si 4.1018 1.3673 2.0507
Si 9.5708 1.3673 2.0507
Si 1.3673 4.1018 2.0507
Si 6.8362 4.1018 2.0507
Si 4.1018 6.8362 2.0507
Si 9.5708 6.8362 2.0507
Si 1.3673 9.5708 2.0507
Si 6.8362 9.5708 2.0507
Si 0 0 3.418
Si 5.469 0 3.418
Si 2.7345 2.7345 3.418
Si 8.2035 2.7345 3.418
Si 0 5.469 3.418
Si 5.469 5.469 3.418
Si 2.7345 8.2035 3.418
Si 8.2035 8.2035 3.418
Si 1.352 1.3875 4.7425
Si 6.7946 1.3858 4.9088
Si 4.129 4.1051 4.7409
Si 9.5327 4.1152 4.8408
Si 1.3728 6.8499 4.7964
Si 6.8007 6.8748 4.7293
Si 4.1093 9.6082 4.9032
Si 9.5247 9.5914 4.6861
Si 2.6597 0.102 6.2372
Si 8.2013 -0.1042 6.1887
Si 0.0261 2.7371 6.1611
Si 5.4015 2.8599 6.3149
Si 2.8123 5.4841 6.0956
Si 8.0743 5.514 6.1349
Si -0.0516 8.2743 6.0337
Si 5.5782 8.2143 6.2512
Si 3.5088 1.9677 7.4801
Si 10.0004 0.8891 7.2953
Si 1.7795 3.8162 7.382
Si 6.2949 4.7667 7.5651
Si 4.4858 6.5005 7.4399
Si 9.248 7.1695 7.294
Si 0.7548 10.0785 7.3201
Si 7.4778 8.976 7.5922
O 6.8253 4.6166 9.1376
O 7.2034 9.2927 9.1967
O 10.0467 6.3673 8.5114
O 0.8213 9.5543 8.8661
O 3.8836 1.4838 9.0081
O 1.2525 4.6633 8.7325
O 9.4848 1.1897 8.8417
O 3.8427 7.1237 8.8369
O 8.3651 7.4951 22.1573
O 8.5423 2.8608 22.0843
O 5.6015 5.5152 22.2448
O 2.1978 2.6518 22.2439
O 10.7923 10.8434 22.4466
O -0.0595 5.3459 22.5875
O 3.2853 8.4279 22.4523
O 5.4226 0.0946 21.9375
Si 10.7189 5.1016 9.2682
Si 0.8886 9.1907 10.4266
Si 3.7712 7.764 10.3205
Si 3.1558 8.1885 16.7728
Si 0.1439 8.5013 16.9366
Si 2.28 3.485 20.8482
Si 10.6048 8.1655 13.9767
Si 8.9407 2.3568 20.5788
Si 3.6185 1.0315 13.1631
Si 4.7679 1.5 10.3567
Si 6.8364 3.7542 10.5228
Si 10.0868 6.8136 11.5771
Si 0.4496 5.9158 21.1787
Si 8.3912 5.5298 15.7243
Si 4.836 5.319 20.8436
Si 4.3821 6.7675 12.9123
Si 8.2217 7.8743 17.9011
Si 4.9803 0.5202 20.4109
Si 7.3878 6.0089 12.6783
Si 10.6817 0.7523 11.992
Si 5.7009 9.8325 17.6934
Si 1.2942 1.896 14.4915
Si 2.9502 7.7737 21.0086
Si 0.472 2.8039 18.7697
Si 2.6172 9.1725 13.9235
Si 9.4801 2.4151 9.8936
Si 6.0071 3.4906 16.2948
Si 10.33 10.5704 20.9337
Si 6.2059 3.1531 19.347
Si 0.4583 4.3603 16.0851
Si 8.2242 10.1547 13.0298
Si 9.0191 7.647 20.6748
Si 6.3362 9.7231 10.5092
Si 2.2925 10.4407 19.6363
Si 1.0993 0.388 17.1222
Si 6.1641 0.6492 15.0178
Si 3.4877 5.3729 15.4833
O 5.8851 0.3308 10.3183
O 7.4241 10.8456 14.2801
O 8.0217 2.6531 10.5325
O 7.1247 9.0422 17.6209
O 4.089 6.7275 20.4929
O 5.8908 4.7044 19.7681
O 0.1847 1.4609 17.91
O 3.9306 6.5283 11.3717
O 3.7741 1.3067 11.5959
O 7.9457 7.4664 19.4661
O 8.4529 6.7623 11.6823
O 8.0577 6.7856 16.7119
O 3.7239 4.1641 20.936
O 9.2593 9.0327 13.641
O 0.5182 3.9941 17.6712
O 9.9652 5.1178 15.8785
O 1.2488 4.697 20.5402
O 6.9802 4.6573 11.8643
O 7.7624 2.7959 19.5668
O 10.1099 6.4766 20.3749
O 3.7366 6.7398 16.3291
O 10.6846 7.7939 15.5379
O 1.7071 1.003 15.7742
O 9.2088 0.7485 20.5696
O 0.1548 10.0954 16.7105
O 0.3685 1.1311 13.4225
O 5.0026 8.7996 10.5556
O 5.3767 2.0795 20.2381
O 9.8191 3.7725 9.08
O 9.1554 0.2765 12.2455
O 0.64 10.5568 11.2605
O 6.0084 6.8247 12.9624
O 3.3603 0.4165 20.4263
O 4.6037 4.2504 15.9037
O 1.4993 7.1275 21.3003
O 4.3965 8.8533 17.5943
O 1.9139 2.5904 19.5337
O 7.1829 9.5784 11.9034
O 8.0708 5.7935 14.1423
O 3.7537 8.199 13.3259
O 2.7666 8.9131 19.8862
O -0.2146 5.5215 10.8336
O 1.0736 8.8461 13.5759
O 2.7324 2.2457 13.8045
O 0.4142 3.1216 15.0472
O 9.8223 8.2434 17.9232
O 10.5893 6.7967 13.1156
O 2.7769 10.6188 13.2932
O 1.636 7.9986 17.4349
O 5.8026 2.9603 17.8056
O 5.7269 -0.1203 16.3876
O 5.4492 2.9443 10.5622
O 2.3285 -0.1275 18.0548
O 5.5931 10.6029 19.1508
O 9.6936 9.1186 20.6828
O 1.9063 5.0499 15.7375
O 2.8511 9.1633 15.5174
O 10.2713 3.0078 19.9131
O -0.311 8.1628 10.8409
O 2.3608 8.5221 10.6301
O 5.0111 0.7265 13.8934
O 3.7648 5.6483 13.9026
O 7.329 4.4149 16.2191
O 10.5704 2.0741 11.0462
O 6.398 2.2087 15.3835
O 0.7616 10.6703 20.0797

Results
free energy: -131838.207 eV
free energy less fixed offsets of O -570.45, Si -639.56 eV per atom: 0.173 eV

Forces (eV/angstrom), in the order of the atoms: element, x, y, z
Si -0.035 -0.0339 0.0199
Si -0.0127 0.0043 -0.0117
Si 0.0235 0.0169 -0.0259
Si 0.0343 0.0152 0.0177
Si -0.0808 -0.0618 -0.0906
Si -0.0392 -0.0113 -0.0126
Si 0.0365 0.0752 0.0202
Si 0.0608 0.0095 0.005
Si 0.0055 0.0163 0.0082
Si -0.0056 -0.0155 0.0162
Si -0.0166 0.0287 0.0111
Si 0.0302 -0.0223 0.0216
Si -0.0002 -0.0228 -0.0092
Si 0.0209 0.0193 -0.0006
Si 0.0255 -0.0337 -0.0029
Si -0.0109 0.024 0.0009
Si -0.0063 -0.0125 -0.0116
Si 0.0149 -0.0009 -0.0085
Si -0.0158 0.0032 -0.006
Si 0.0051 -0.0102 -0.0032
Si 0.0176 -0.0079 -0.0226
Si 0.013 0.0044 -0.0134
Si -0.0288 -0.0227 -0.0411
Si -0.019 -0.0005 0.0006
Si 0.3461 0.2385 0.4388
Si -0.1472 -0.259 -0.5837
Si 0.1494 -0.0359 -0.5136
Si -0.3758 -0.3169 0.4065
Si 0.1451 -0.0347 -0.5708
Si 0.0938 -0.1701 0.6315
Si 0.0849 0.1024 0.584
Si 0.0823 0.0722 -0.6535
Si 0.0025 -0.0423 0.0125
Si -0.0542 0.0586 0.0036
Si 0.1054 0.0624 0.0176
Si -0.0884 -0.0145 -0.006
Si -0.0806 0.0573 0.0113
Si -0.0039 -0.0461 0.02
Si -0.1015 -0.0003 -0.0033
Si 0.0944 0.0226 -0.007
Si -0.0377 0.0131 -0.0087
Si 0.0742 -0.0594 -0.0205
Si -0.0684 0.0654 0.0171
Si 0.0714 -0.0229 -0.0311
Si 0.0432 -0.0565 -0.0201
Si -0.0073 -0.0032 -0.0023
Si 0.0434 -0.0518 -0.0301
Si -0.0003 0.015 0.0127
Si 0.0012 -0.0181 -0.0104
Si -0.0438 0.05 0.0203
Si -0.0502 0.0366 0.0255
Si 0.014 -0.0157 -0.0085
Si -0.0526 0.0662 0.0308
Si 0.0714 -0.0322 -0.0036
Si 0.0066 -0.0408 0.0041
Si -0.0659 0.0569 0.0214
Si -0.0343 0.0144 -0.0104
Si 0.0649 -0.0676 -0.0172
Si 0.0214 -0.0216 0.0125
Si -0.0121 0.0606 0.0008
Si 0.0442 -0.053 -0.0181
Si -0.0346 0.0092 -0.0158
Si 0.016 0.0638 0.0147
Si 0.0778 -0.0839 -0.013
Si -0.0661 0.196 -0.4844
Si -0.1278 0.1959 0.7294
Si 0.1292 -0.0075 -0.3031
Si -0.1518 -0.1609 0.6617
Si -0.15 -0.0253 0.3959
Si 0.0036 0.1141 -0.5089
Si 0.2879 0.2506 0.5248
Si -0.2342 -0.0974 -0.7458
Si 0.0011 -0.0037 -0.0085
Si -0.0075 0.0095 0.0116
Si 0.0087 -0.0099 0.0031
Si 0.0038 -0.0074 0.0083
Si -0.0017 0.0004 0.0047
Si -0.009 0.0041 0.0029
Si 0.008 -0.0107 0.0032
Si -0.0014 0.0172 0.0122
Si -0.0099 -0.008 -0.0066
Si 0.005 -0.0093 -0.0076
Si -0.0148 0.0112 0.0111
Si 0.0091 -0.0078 -0.0161
Si -0.0104 -0.0022 -0.0009
Si 0.0069 0.0048 -0.0085
Si 0.0104 -0.0158 0.0048
Si -0.0106 0.0075 -0.0138
Si 0.0515 0.019 0.0293
Si 0 0.0152 -0.003
Si -0.0265 0.0092 -0.028
Si -0.0055 -0.0382 0.0044
Si 0.0322 0.036 -0.0094
Si -0.0103 -0.0101 -0.0293
Si -0.002 0.0124 -0.0249
Si -0.0143 -0.0036 -0.0241
O 0.0082 -0.049 0.105
O -0.0452 0.0292 0.0895
O 0.0431 -0.0498 0.0484
O 0.008 -0.0211 0.0514
O 0.0431 -0.0182 0.0676
O -0.0456 -0.0014 0.0109
O 0.008 0.0526 0.0468
O -0.0146 0.0186 0.0619
O 0.0493 0.0198 -0.0719
O 0.0175 -0.0241 -0.0728
O -0.0672 -0.021 -0.0709
O 0.0052 0.0508 -0.0665
O -0.0164 -0.005 -0.0662
O 0.0801 0.1493 -0.0499
O -0.0395 -0.0503 -0.0858
O -0.0191 0.0112 -0.0746
Si -0.0134 -0.0076 -0.0607
Si -0.012 0.0062 -0.0299
Si 0.0093 -0.0146 -0.0298
Si -0.0053 0.0213 -0.0088
Si -0.0052 0.0143 -0.0008
Si 0.05 -0.0349 0.0698
Si 0.0156 -0.0261 -0.004
Si -0.0324 0.0098 0.0119
Si 0.002 -0.0252 -0.0355
Si -0.0005 0.0214 -0.0596
Si -0.0245 0.026 -0.0524
Si 0.0022 0.0077 -0.0046
Si -0.0876 0.0635 0.1068
Si -0.0285 0.0301 0.0062
Si 0.0026 -0.0606 0.0677
Si 0.0035 0.0139 -0.0277
Si 0.004 0.0125 0.021
Si 0.0132 0.0117 0.0755
Si -0.0104 0.0013 -0.031
Si 0.0035 -0.008 -0.0143
Si 0.0016 -0.0153 -0.0048
Si 0.0126 -0.0237 0
Si -0.104 0.0043 0.0421
Si 0.0127 -0.0323 0.0275
Si -0.0085 0.0157 -0.0092
Si -0.0086 -0.0175 -0.0367
Si 0.0347 -0.0197 0.0044
Si -0.0096 -0.0049 0.0293
Si -0.0091 -0.0398 0.0207
Si 0.0004 -0.0093 0.001
Si 0.0081 0.006 -0.0361
Si -0.0056 0.0145 0.0672
Si 0.0181 -0.0157 -0.0455
Si 0.0036 0.0042 0.0092
Si -0.0013 -0.0183 0.0005
Si -0.0272 0.0153 -0.0201
Si 0.0142 0.0281 -0.0151
O -0.031 0.0068 0.0155
O -0.0259 -0.0046 -0.013
O 0.0115 0.0127 -0.0217
O 0 -0.0404 0.0121
O -0.033 -0.0053 0.0168
O -0.0275 -0.0524 0.016
O 0.0417 0.0257 0.0065
O 0.0143 0.0561 0.0489
O 0.0202 -0.0196 0.0731
O 0.0538 0.03 -0.0667
O 0.0483 -0.0297 0.0448
O 0.0272 -0.0289 -0.0181
O -0.0265 0.0634 -0.0268
O 0.0107 0.0024 -0.0096
O 0.0019 -0.0251 -0.026
O -0.0087 -0.0044 0.0069
O 0.0092 0.0186 0.0106
O 0.0131 0.0069 -0.0152
O -0.0528 -0.0002 0.0343
O 0.139 -0.0095 0.1022
O -0.0296 -0.024 -0.0246
O 0.0078 0.0473 -0.0057
O -0.0386 0.0154 -0.0056
O 0.0284 0.0334 0.0051
O 0.0395 -0.0075 0.0177
O 0.0075 0.0061 -0.0154
O -0.0027 0.0008 0.0036
O 0.04 0.0172 -0.0954
O 0.0177 0 0.0395
O 0.0309 -0.0245 0.0271
O -0.0218 0.0079 0.0192
O 0.01 -0.0341 -0.002
O 0.0259 -0.0616 -0.0553
O 0.0142 0.0059 0.0016
O 0.017 -0.0779 -0.0602
O 0.0131 0.0228 -0.0171
O -0.0611 0.0507 0.0066
O 0.0097 0.02 0.016
O 0.0046 -0.0236 0.0492
O -0.0196 -0.0184 0.0102
O -0.0226 -0.0392 0.0814
O -0.0327 0.0519 0.0048
O 0.0048 -0.0127 0.0206
O -0.0238 -0.0616 0.015
O 0.0373 -0.0029 0.0205
O -0.0352 -0.015 -0.047
O -0.0239 0.0636 -0.0372
O 0.0287 0.0072 0.028
O -0.0123 0.0217 -0.0411
O 0.0535 0.0457 0.0377
O 0.0118 -0.0057 -0.0013
O 0.0407 -0.0288 -0.014
O -0.0634 -0.0018 0.0206
O -0.0297 -0.0052 -0.0175
O 0.0013 -0.0027 0.002
O 0.0042 -0.014 0.0044
O -0.007 -0.0281 -0.015
O 0.0092 -0.0273 -0.0243
O 0.0042 -0.0482 0.0486
O -0.0035 0.004 0.0068
O -0.0186 0.0034 0.016
O 0.0114 0.0259 0.0283
O -0.0229 0.004 -0.0294
O -0.0334 -0.0398 0.0035
O -0.0317 0.008 0.0474
O 0.0313 -0.0069 -0.005

The program warned: the cutoff lies below the one the program advises for these potential files; the forces do not sum to zero within the program's tolerance; empty levels may hold ghost states of the PAW files; the exchange-correlation potential is rough where the density is thin.
